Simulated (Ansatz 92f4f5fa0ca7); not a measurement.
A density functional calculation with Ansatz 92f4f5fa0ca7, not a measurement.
Periodic cell of 214 atoms, Si132O78H4, from a study of silicon, its oxide and their interface. The atomic structure is a simulated model.
Doubt: the cutoff is far below the 930 eV that the study's wrapper takes by default for these files, so forces and energies are approximate.
This geometry differs little from another in the collection (a relaxation step or a small displacement).

Settings
functional: PBE
potential files: Ansatz PAW
basis: plane waves
wave-function cutoff: 580 eV
density cutoff ratio: 5
exchange-correlation grid ratio: 1
k mesh: 1 x 1 x 1, Gamma-centred
self-consistency stop: 5e-08 eV per atom in the density residual
occupations: fixed
spin: none
net charge: 0

Cell vectors (angstrom)
a	10.938	0	0
b	0	10.938	0
c	0	0	31.3387

Atoms: element, x, y, z (angstrom)
Si	10.3439	0.5144	23.993
Si	5.7171	10.6296	23.9309
Si	2.194	3.0444	23.9175
Si	8.6453	2.2254	24.008
Si	0.3359	4.8877	23.8823
Si	4.8801	5.9256	24.043
Si	3.1973	7.6512	23.8805
Si	7.5036	8.79	23.8376
Si	1.1819	1.4158	25.2739
Si	6.8381	1.3103	25.2251
Si	3.929	4.1053	25.1955
Si	9.5949	3.9862	25.2655
Si	1.337	6.7334	25.0524
Si	6.7101	6.9337	25.143
Si	4.0535	9.4941	25.1518
Si	9.3623	9.6276	25.1193
Si	2.6583	-0.0217	26.4502
Si	8.1297	-0.0276	26.6781
Si	-0.0623	2.7249	26.7649
Si	5.4118	2.7367	26.4651
Si	2.6291	5.4677	26.6231
Si	8.1568	5.4905	26.4175
Si	-0.0814	8.1859	26.3497
Si	5.3945	8.2085	26.6397
Si	4.0609	1.3463	27.8567
Si	9.5124	1.3298	28.0164
Si	1.3301	4.1037	28.0121
Si	6.7931	4.1223	27.8428
Si	4.0441	6.82	27.9499
Si	9.5377	6.8374	27.8283
Si	1.2981	9.5383	27.8222
Si	6.7828	9.5429	27.9869
Si	0.003	-0.0273	29.2923
Si	5.4375	0.0181	29.2922
Si	2.7431	2.7228	29.2948
Si	8.1572	2.7672	29.2857
Si	-0.0428	5.5091	29.2922
Si	5.4562	5.4713	29.2807
Si	2.6915	8.2242	29.2705
Si	8.2085	8.1878	29.2836
Si	1.3673	1.3673	30.6549
Si	6.8362	1.3673	30.6549
Si	4.1018	4.1018	30.6549
Si	9.5708	4.1018	30.6549
Si	1.3673	6.8362	30.6549
Si	6.8362	6.8362	30.6549
Si	4.1018	9.5708	30.6549
Si	9.5708	9.5708	30.6549
Si	2.7345	0	0.6835
Si	8.2035	0	0.6835
Si	0	2.7345	0.6835
Si	5.469	2.7345	0.6835
Si	2.7345	5.469	0.6835
Si	8.2035	5.469	0.6835
Si	0	8.2035	0.6835
Si	5.469	8.2035	0.6835
Si	4.096	1.3893	2.0586
Si	9.6241	1.3404	2.0589
Si	1.4087	4.0631	2.0543
Si	6.8372	4.0999	2.0473
Si	4.1405	6.809	2.0587
Si	9.5681	6.8513	2.0402
Si	1.3728	9.5847	2.0511
Si	6.863	9.5549	2.0484
Si	0.0974	0.0403	3.5079
Si	5.5159	0.0328	3.3584
Si	2.7712	2.7359	3.5265
Si	8.26	2.7497	3.353
Si	0.0399	5.4772	3.331
Si	5.4839	5.4305	3.4907
Si	2.786	8.2294	3.3585
Si	8.246	8.2235	3.4711
Si	1.4718	1.3905	5.0156
Si	6.9276	1.3746	4.6788
Si	4.1323	4.0744	4.9718
Si	9.6465	4.1111	4.6706
Si	1.4548	6.7948	4.6344
Si	6.872	6.8131	4.8271
Si	4.1474	9.6349	4.6862
Si	9.676	9.5963	4.8492
Si	2.9669	-0.0245	6.3315
Si	8.3056	0.096	6.1314
Si	0.0233	2.8815	6.2222
Si	5.6194	2.6296	6.2033
Si	2.6892	5.5327	6.2279
Si	8.3181	5.4357	6.105
Si	0.1937	8.1645	6.0471
Si	5.4439	8.2287	6.0476
Si	4.9908	0.7154	7.5123
Si	9.1465	1.9632	7.4032
Si	0.8604	4.7063	7.5466
Si	7.4029	3.6534	7.3634
Si	3.6704	7.3623	7.358
Si	10.054	6.5112	7.3052
Si	1.9514	9.0529	7.3728
Si	6.6332	9.8398	7.2409
H	1.512	9.3307	8.7791
H	4.0725	7.0221	8.7602
O	7.0308	4.0206	8.9526
O	9.5989	1.8039	9.0058
O	5.0805	1.0696	9.1464
O	7.3143	9.1299	8.5976
O	9.4368	7.3358	8.6284
O	1.2621	4.2439	9.1061
H	8.2834	2.6363	22.6122
H	10.7654	0.1928	22.5895
O	10.3316	5.359	22.569
O	2.7767	2.1432	22.6114
O	2.978	7.8571	22.2325
O	5.2186	5.5305	22.4682
O	4.9778	0.4453	22.6157
O	7.933	8.2475	22.3307
Si	4.5205	8.2052	14.4875
Si	4.1494	1.6381	21.8538
Si	3.95	1.4285	15.3237
Si	5.8777	1.2212	10.5593
Si	8.0492	7.8674	9.3186
Si	7.2945	1.5302	14.6713
Si	5.8222	7.8302	19.0697
Si	8.5676	10.581	18.8806
Si	5.016	4.5119	21.2305
Si	10.5695	2.8498	12.6689
Si	1.131	5.02	16.965
Si	3.2329	8.2903	20.685
Si	4.6062	9.879	17.1206
Si	9.3282	4.4993	18.4638
Si	8.4144	8.224	20.7855
Si	6.4919	4.9842	18.6835
Si	1.006	2.2662	15.5157
Si	2.8468	0.0582	19.5308
Si	4.6172	3.9935	11.5404
Si	0.3923	9.3382	15.8725
Si	9.1517	1.0771	10.3901
Si	9.2323	10.4862	14.2195
Si	6.8063	5.171	10.085
Si	7.4472	2.2459	17.8155
Si	8.7781	5.2289	12.5651
Si	0.403	0.5576	17.91
Si	2.3788	5.6236	19.7262
Si	5.0695	10.889	13.1541
Si	10.4161	5.7415	20.9889
Si	1.6129	4.4748	10.6827
Si	9.6714	9.2511	11.3346
Si	6.9922	6.4692	14.9019
Si	1.8617	7.131	14.7249
Si	8.6091	8.572	16.3623
Si	0.4021	6.8615	11.9545
Si	5.5298	3.8542	14.4872
O	9.8256	1.7542	11.7122
O	3.0887	3.8996	11.0316
O	4.2442	8.7649	15.9957
O	0.145	8.4144	11.4802
O	9.9929	0.3964	18.773
O	0.8774	6.7203	13.5061
O	0.6439	3.6362	11.6734
O	8.612	9.7945	20.3206
O	9.7048	4.603	20.0506
O	3.5232	10.2734	18.2458
O	3.4087	7.0361	14.2209
O	8.4388	8.3176	10.8302
O	3.6015	4.8147	20.4489
O	4.7747	0.3709	16.2951
O	9.7409	7.2288	20.699
O	7.5082	1.0853	10.4603
O	4.8289	8.283	20.3029
O	3.9867	1.0341	13.7272
O	5.0967	2.9597	21.7221
O	4.4604	9.407	13.401
O	2.1228	4.9452	18.2637
O	8.0003	5.4146	18.2421
O	5.2829	5.1905	10.6562
O	6.8084	2.9389	14.0146
O	0.0882	1.6466	16.7249
O	1.6487	8.6971	15.1055
O	7.2961	1.6963	16.2886
O	5.9807	7.5541	14.266
O	9.465	3.9119	13.2309
O	5.3369	0.0484	11.5613
O	1.4774	6.0901	10.9942
O	2.6458	7.2274	19.5848
O	6.411	0.3033	14.0299
O	7.7625	4.8311	11.362
O	9.7998	10.5061	10.3025
O	4.7193	4.3187	13.1462
O	1.0627	5.5899	20.6692
O	6.1201	5.1376	15.3311
O	1.333	3.8011	15.9213
O	5.5502	6.3324	18.3585
O	2.3805	1.4072	15.6904
O	7.4318	0.8528	18.737
O	7.0084	6.6249	9.3937
O	6.3107	4.7639	20.2852
O	8.2263	9.6126	15.165
O	5.4514	2.6332	11.2388
O	7.2732	7.6491	19.7803
O	10.5261	5.0547	17.5092
O	8.8016	1.1206	14.225
O	6.296	3.426	18.0758
O	4.5796	2.9412	15.468
O	-0.205	10.4436	14.8347
O	1.5788	0.9338	18.9807
O	8.0783	6.063	13.7682
O	3.7935	1.0979	20.3501
O	8.4384	9.3989	17.7514
O	8.8982	2.9719	18.0782
O	2.4866	9.7419	20.5251
O	1.5341	6.3167	16.0834
O	9.9064	6.1278	11.8392
O	7.7319	7.208	16.1706
O	5.7779	9.0699	17.9716
O	0.8308	10.0631	17.2482
O	10.198	8.1933	16.1964
O	0.4344	2.2472	13.9769
O	9.1966	9.8316	12.7606

Results
free energy: -128337.457 eV
free energy less fixed offsets of H -15.97, O -568.88, Si -635.61 eV per atom: -0.417 eV

Forces (eV/angstrom), in the order of the atoms: element, x, y, z
Si	-0.0095	0.0034	0.0073
Si	0.0065	-0.0083	-0.0174
Si	0.0043	0.0075	0.0022
Si	0.0106	-0.0189	-0.001
Si	0.007	-0.0124	-0.0078
Si	0.0059	-0.0094	0.0061
Si	0.0075	-0.013	-0.0171
Si	0.0053	0.0045	0.0007
Si	-0.0039	0.0011	-0.0222
Si	0.0061	0.0022	0.0041
Si	-0.0028	0.0104	-0.0145
Si	0.0031	0.0046	-0.0119
Si	-0.0003	-0.0034	0.0015
Si	-0.017	0.0071	-0.0129
Si	-0.0046	0.0035	0.0042
Si	0.0017	0.0075	-0.0066
Si	0.0153	0.0208	0.0567
Si	0.0355	0.0234	-0.1355
Si	0.0025	-0.01	-0.157
Si	-0.0143	0.0027	0.0485
Si	0.0128	-0.0054	-0.0992
Si	-0.0091	0.0084	0.0679
Si	-0.0075	0.0097	0.0674
Si	0.0321	0.01	-0.1019
Si	-0.0043	-0.0119	-0.05
Si	-0.0529	-0.0268	0.1563
Si	0.014	0.0688	0.1945
Si	-0.0046	0.0126	-0.0508
Si	-0.0494	-0.0029	0.1232
Si	0.0069	0.0076	-0.0566
Si	-0.0243	-0.0219	-0.0514
Si	-0.0561	-0.0166	0.1647
Si	0.0025	-0.0064	-0.0167
Si	0.0068	-0.012	-0.0075
Si	0.0035	-0.0048	-0.0359
Si	0.0102	-0.0106	0.0112
Si	0.0133	-0.0287	-0.0091
Si	0.0156	-0.0164	-0.0168
Si	0.0096	-0.0108	0.0099
Si	0.0009	-0.0085	-0.0278
Si	0.0393	-0.1386	-0.0778
Si	-0.2306	0.184	0.0479
Si	0.1443	-0.0497	-0.0294
Si	-0.2102	0.154	0.0104
Si	-0.1697	0.1811	0.049
Si	0.0447	-0.0826	-0.0999
Si	-0.2599	0.0815	-0.0258
Si	0.0307	-0.1692	-0.0097
Si	0.0106	0.113	0.07
Si	0.2742	-0.0957	0.0198
Si	0.2064	-0.1579	-0.0661
Si	-0.0707	0.0591	0.0306
Si	0.168	-0.1394	0.0339
Si	-0.141	0.0653	0.0498
Si	-0.0446	0.1707	0.0453
Si	0.1993	-0.1874	-0.0192
Si	0.0003	0.01	0.021
Si	-0.0111	0.0162	-0.0002
Si	-0.0171	0.0161	0.0029
Si	-0.0138	0.0179	0.0283
Si	0.004	0.016	-0.0102
Si	-0.0006	0.0095	0.032
Si	-0.0195	0.01	0.0202
Si	-0.0084	0.0086	0.005
Si	0.0413	0.0247	0.045
Si	0.046	0.0202	-0.1555
Si	0.005	-0.0041	0.062
Si	0.0374	-0.006	-0.1607
Si	0.0014	-0.0348	-0.1849
Si	-0.0144	-0.035	0.0457
Si	0.0482	0.0151	-0.125
Si	0.0111	0.0076	0.0525
Si	-0.0008	-0.0176	-0.0681
Si	-0.0281	-0.0147	0.1092
Si	0.0096	0.0048	-0.0714
Si	-0.0081	0.0065	0.118
Si	-0.0049	0.0156	0.1438
Si	0.0173	0.0086	-0.0409
Si	-0.0371	-0.0282	0.1261
Si	-0.0173	-0.0272	-0.0468
Si	-0.0025	-0.0059	0.0025
Si	0.0063	-0.0034	-0.0045
Si	-0.0041	-0.0016	0.0008
Si	0.0102	-0.0043	0.0151
Si	0.0057	-0.0037	0.0008
Si	0.003	-0.0061	0.008
Si	0.0002	-0.0034	0.0087
Si	-0.0038	-0.0056	-0.0077
Si	-0.0033	-0.0002	-0.0004
Si	-0.0028	0.0116	0.0117
Si	-0.0114	0.0103	0.0097
Si	-0.0081	-0.0029	-0.0043
Si	-0.0139	0.0123	-0.0012
Si	0.0017	-0.0045	0.0021
Si	0.0116	0	-0.0041
Si	-0.003	0.0138	0.0166
H	-0.0001	0.0012	0.0018
H	0.0044	-0.0039	-0.0002
O	0.0002	0.0031	0.0043
O	0.004	-0.0034	-0.0047
O	0.0031	0.0013	0.0071
O	-0.0031	-0.0003	-0.0079
O	-0.0005	0.0008	-0.0051
O	0.0051	-0.0027	-0.0054
H	-0.0036	0.0056	0.0004
H	0.002	0.0001	-0.002
O	-0.0047	0.0004	0.0053
O	-0.0004	-0.004	0.0028
O	-0.0043	0.004	0.0071
O	0.0001	0.0004	-0.0069
O	0.0002	-0.0017	0.0083
O	-0.0001	-0.0019	-0.0034
Si	-0.0005	-0.0015	-0.0011
Si	-0.006	0.0028	0.0043
Si	-0.0003	0.0004	-0.0028
Si	0.0014	-0.0001	-0.006
Si	0.0046	-0.0032	-0.0031
Si	0.0013	-0.0003	-0.0026
Si	0.0005	-0.0013	0.0033
Si	0.0011	-0.0004	0.0017
Si	-0.0037	0.0002	0.0065
Si	0.002	0.0008	-0.0019
Si	-0.0016	0.0021	-0.0006
Si	0.0009	0.0015	-0.0005
Si	-0.0005	-0.0003	0.0017
Si	-0.0013	0.0025	0.0008
Si	-0.004	0.0005	0.007
Si	-0.0001	0.001	0.0033
Si	-0.0009	0.0009	-0.0019
Si	-0.0004	-0.0003	0.0042
Si	0.0019	-0.0027	-0.0034
Si	0.0006	0.0008	0.0001
Si	-0.0022	0.0012	0.0008
Si	0.0014	-0.0005	-0.0021
Si	0.0028	-0.0023	-0.0029
Si	0.0002	-0.0007	-0.0003
Si	0.0006	-0.0006	-0.0019
Si	0.0007	0.0015	0.0006
Si	-0.0004	-0.0012	0.0011
Si	0.0004	0.0016	-0.0027
Si	-0.0002	0.0006	0.0026
Si	0.0007	0.0012	-0.0007
Si	0.0037	0.0012	0.0005
Si	0.0013	0.0004	-0.0015
Si	-0.001	-0.0006	0.0002
Si	0.0018	0.0007	-0.0014
Si	0.0013	-0.0002	-0.0006
Si	0.0004	0.0001	-0.0038
O	0.002	0.0001	-0.0007
O	0.0023	0.0001	-0.0008
O	0.0007	0.0014	0.0002
O	-0.0006	-0.0004	-0.0006
O	-0.0008	-0.0004	-0.0009
O	0.001	0.0007	0
O	0.0003	0.0002	0.0003
O	-0.0012	-0.0005	-0.0024
O	0	0.0005	0.0005
O	0.0012	-0.0002	-0.0023
O	0.0011	0.0012	0.0007
O	0.0009	0.0002	-0.0015
O	-0.0012	0.0014	-0.0028
O	0.0004	0.0001	0.0009
O	0.0014	-0.0011	-0.0039
O	0.0023	-0.0002	0
O	-0.0013	-0.0011	0.0003
O	0.0002	0.0006	0.0001
O	-0.0012	0.0019	-0.0014
O	0	-0.0022	0.0009
O	-0.0043	-0.0004	-0.0016
O	0.0007	0.0001	-0.0015
O	0.0006	-0.0003	0.0007
O	0	-0.0001	0.0005
O	-0.0008	-0.0001	-0.0004
O	0	0.0007	0.0008
O	-0.0001	0.0002	0.0007
O	0	0.0006	-0.0001
O	-0.0001	0.0015	-0.0003
O	-0.0009	-0.0005	0.0017
O	0.0006	-0.0004	0.001
O	-0.0023	-0.0016	0.0012
O	-0.0002	-0.0011	0.0004
O	0.0004	0.0005	0.0001
O	0.0018	-0.002	0.0002
O	0.0008	0.0005	0.0014
O	-0.0009	0.0012	-0.0011
O	0.0001	0.0003	0.0007
O	0.0002	0.0016	0.0014
O	-0.0004	-0.0004	-0.0021
O	0.0012	-0.0006	0.0014
O	-0.0009	0.0006	-0.0015
O	0.0005	0.0008	0.0001
O	0.0012	-0.0017	-0.0036
O	0.0008	-0.0009	0
O	0.0002	0.0015	-0.0004
O	-0.0033	0.0001	-0.0016
O	0.0008	-0.0007	0.0011
O	-0.0004	-0.0007	0.0003
O	-0.0004	-0.0002	-0.0015
O	-0.0001	0.0006	-0.0004
O	-0.001	-0.0013	0.0003
O	-0.0013	-0.0002	0.0006
O	0.0004	0.0012	-0.0008
O	-0.0032	-0.002	-0.0013
O	-0.0001	0.001	-0.0013
O	0.0003	-0.0005	0.0003
O	0.0002	0.0028	-0.0019
O	-0.0003	-0.0026	0.0019
O	0.0017	-0.0002	0.0002
O	-0.0001	0.0005	-0.0004
O	-0.0018	0.0024	-0.0023
O	-0.0003	-0.0002	-0.0011
O	-0.0003	0.0001	-0.0007
O	0.0008	-0.0003	0.0007
O	0.0008	-0.0003	-0.0007

The program warned: the cutoff lies below the one the program advises for these potential files; the exchange-correlation potential is rough where the density is thin.
